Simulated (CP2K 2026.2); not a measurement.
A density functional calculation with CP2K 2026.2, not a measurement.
Periodic cell of 534 atoms, Si358O176, from a study of silicon, its oxide and their interface. The atomic structure is a simulated model.
Doubt: the forces sum to 1.77 eV/angstrom along one axis rather than to zero, so they err by at least 0.0033 eV/angstrom per atom on average; the grid cutoff is modest.

Settings: functional PBE; method Gaussian and plane waves; basis set DZVP-MOLOPT-SR-GTH; pseudopotentials GTH-PBE; grid cutoff 400 Ry, relative cutoff 50 Ry; k points Gamma only; occupations fixed; spin none; net charge 0.

Cell vectors (angstrom)
a 16.4025 0 0
b 0 16.4025 0
c 0 0 35.2683

Atoms and the computed forces on them: element, x, y, z (angstrom), force x, y, z (eV/angstrom)
Si -0.419 0.492 -0.297 0.315 -0.242 0.113
Si 2.997 2.84 -0.197 0.135 -0.028 0.225
Si 1.47 6.75 -1.066 -0.089 0.259 0.038
Si 3.316 8.317 -0.731 -0.112 0.026 -0.165
Si -0.308 11.043 0.404 -0.053 -0.225 -0.331
Si 2.895 13.079 -0.278 -0.182 -0.058 0.082
Si 5.867 -0.371 -0.257 0.155 0.09 0.287
Si 8.336 2.561 0.708 -0.158 0.039 -0.511
Si 5.31 5.835 0.002 0.19 0.018 0.419
Si 8.465 7.746 0.007 -0.217 0.131 0.127
Si 5.373 11.121 0.036 0.274 0.115 -0.171
Si 8.218 13.909 -0.049 0.022 -0.039 0.181
Si 10.536 0.54 -0.123 -0.036 0.075 -0.532
Si 13.918 2.998 -0.314 0.086 -0.068 -0.055
Si 10.972 5.787 0.077 -0.142 0.178 0.332
Si 13.274 8.72 0.174 0.277 -0.115 0.051
Si 10.887 10.732 0.019 0.101 -0.256 -0.046
Si 13.976 13.385 -0.119 0.032 0.071 -0.208
Si 1.362 1.471 1.003 -0.106 0.159 -0.088
Si 4.1 4.2 1.326 0.161 0.089 -0.148
Si 0.821 6.109 1.198 -0.02 0.046 0.245
Si 4.063 9.537 1.235 0.01 0.004 -0.169
Si 1.429 12.221 1.374 -0.05 0.133 -0.198
Si 4.021 14.95 0.926 0.2 -0.007 -0.12
Si 6.742 1.134 1.52 -0.055 -0.238 -0.152
Si 9.747 4.192 1.508 0.064 0.213 -0.312
Si 6.889 6.771 1.46 0.003 0.032 -0.375
Si 9.448 9.506 1.361 -0.043 -0.131 -0.22
Si 6.919 12.353 1.317 -0.039 0.118 -0.31
Si 9.645 15.188 1.29 -0.122 0.027 -0.161
Si 12.34 1.616 1.08 0.091 0.02 -0.093
Si 15.285 4.436 1.252 0.096 -0.107 0.045
Si 12.368 6.951 1.5 -0.073 0.174 -0.308
Si 14.849 9.615 1.686 -0.208 -0.094 -0.13
Si 12.227 12.347 1.18 0.056 -0.059 -0.091
Si 15.019 15.151 1.088 -0.043 0.04 0.013
Si 0.018 2.767 2.558 -0.054 -0.024 -0.094
Si 2.687 -0.01 2.393 0.131 -0.007 -0.188
Si -0.068 8.013 2.61 0.109 -0.009 -0.22
Si 2.601 5.389 2.675 -0.108 0.107 -0.063
Si 0.02 13.765 2.542 -0.109 0.019 0.052
Si 2.718 10.829 2.694 0.123 -0.057 0.165
Si 5.413 2.701 2.669 -0.061 0.078 0.043
Si 8.235 -0.083 2.803 -0.178 -0.058 0.218
Si 5.439 8.206 2.65 0.01 0 0.144
Si 8.231 5.428 2.82 0.011 0.045 0.092
Si 5.399 13.696 2.558 0.061 0.052 -0.093
Si 8.142 10.919 2.702 0.016 -0.054 0.042
Si 11.066 2.751 2.725 0.011 0.004 0.235
Si 13.601 0.067 2.481 0.04 -0.025 0.021
Si 10.871 8.233 2.791 -0.085 -0.032 0.086
Si 13.75 5.497 2.715 -0.097 0.002 0.026
Si 10.946 13.733 2.591 0.003 -0.097 0.142
Si 13.482 11.067 2.815 -0.083 0.079 0.213
Si 1.334 4.012 4.086 -0.027 0.025 -0.089
Si 4.011 1.299 3.935 -0.046 0.178 -0.004
Si 1.305 9.449 3.977 0.024 -0.047 0.001
Si 4.013 6.828 3.988 0.004 -0.05 -0.105
Si 1.381 15.091 3.923 -0.097 -0.058 -0.004
Si 4.082 12.281 3.985 0.031 0.017 -0.042
Si 6.8 4.031 4.073 0.075 -0.054 -0.048
Si 9.611 1.375 4.058 -0.058 0.002 -0.061
Si 6.77 9.572 4.071 -0.07 -0.012 -0.05
Si 9.543 6.841 4.165 -0.03 0.058 -0.102
Si 6.766 14.978 4.057 0.092 -0.108 0.006
Si 9.557 12.324 3.989 0 0.001 -0.055
Si 12.373 4.131 4.081 0.035 -0.157 0.065
Si 15.012 1.37 3.907 0.025 0.051 -0.099
Si 12.204 9.615 4.165 -0.073 0.108 -0.08
Si 15.014 6.835 4.138 0.094 -0.17 0.026
Si 12.307 15.084 3.97 -0.034 0.047 -0.091
Si 15.026 12.406 3.997 -0.104 0.011 -0.077
Si -0.021 -0.042 10.88 -0.034 -0.009 -0.004
Si 2.702 2.693 10.876 0.002 0.008 0.014
Si -0.026 5.437 10.866 -0.009 0.014 0.004
Si 2.689 8.159 10.867 0.001 -0.017 0.005
Si -0.037 10.886 10.85 0.018 0.002 -0.003
Si 2.686 13.618 10.862 -0.018 0.028 0.004
Si 5.41 -0.035 10.857 0.014 -0.018 -0.003
Si 8.135 2.696 10.859 0.018 0.006 0.002
Si 5.406 5.42 10.872 0.028 0.024 0.004
Si 8.121 8.14 10.874 0.024 -0.001 0.02
Si 5.382 10.877 10.865 0.017 -0.003 -0.001
Si 8.122 13.621 10.867 0.026 0.019 0
Si 10.877 -0.034 10.854 0.012 0.008 -0.021
Si 13.638 2.704 10.882 0.011 -0.011 0.004
Si 10.872 5.429 10.861 0.02 -0.012 -0.002
Si 13.627 8.161 10.856 -0.009 0.011 0.006
Si 10.875 10.885 10.864 0.016 0.009 0.003
Si 13.634 13.629 10.86 -0.01 0 -0.012
Si 1.346 1.329 12.252 0.008 0.005 -0.007
Si 4.046 4.065 12.259 0.001 -0.047 0.005
Si 1.344 6.785 12.245 -0.014 0.037 -0.003
Si 4.044 9.505 12.262 -0.007 0.021 0.013
Si 1.343 12.223 12.226 -0.026 0.012 -0.005
Si 4.05 14.992 12.222 -0.006 -0.009 -0.022
Si 6.755 1.342 12.234 0.013 -0.011 0.005
Si 9.482 4.079 12.226 0.039 -0.002 -0.003
Si 6.751 6.781 12.259 0.001 -0.033 0.002
Si 9.504 9.499 12.225 -0.002 0.019 -0.003
Si 6.742 12.241 12.224 0.008 -0.027 -0.002
Si 9.494 14.999 12.207 0.016 -0.006 -0.007
Si 12.244 1.333 12.215 -0.04 -0.029 -0.007
Si 15.016 4.074 12.239 -0.014 0.008 0.004
Si 12.251 6.79 12.219 -0.034 -0.018 -0.026
Si 15.019 9.5 12.221 -0.059 -0.008 0.001
Si 12.256 12.246 12.21 0.013 0.003 -0.005
Si 15.015 14.979 12.228 -0.025 0.015 -0.012
Si -0.001 2.725 13.613 -0.035 -0.051 0.01
Si 2.722 -0.038 13.612 0.015 -0.055 -0.009
Si -0.009 8.146 13.614 0.02 -0.069 -0.008
Si 2.686 5.426 13.648 -0.018 0 -0.023
Si -0.02 13.585 13.577 0.012 0 0.004
Si 2.682 10.862 13.638 -0.003 -0.007 0.001
Si 5.403 2.707 13.637 -0.062 0.049 -0.006
Si 8.106 -0.056 13.573 0.083 -0.029 0.011
Si 5.373 8.115 13.654 0.05 0.004 -0.011
Si 8.105 5.415 13.632 0.025 0.029 0.016
Si 5.364 13.592 13.599 0.016 0.075 0.006
Si 8.092 10.838 13.568 0.042 0.034 -0.014
Si 10.855 2.703 13.558 -0.002 0.003 0.007
Si 13.628 -0.043 13.553 -0.027 -0.034 0.004
Si 10.857 8.114 13.598 0.081 -0.018 0.023
Si 13.638 5.445 13.587 -0.05 0.028 0.012
Si 10.858 13.61 13.546 0.003 0.042 -0.009
Si 13.621 10.849 13.555 -0.009 0.06 0.008
Si 1.348 4.075 15.053 0.014 0.047 0.084
Si 4.052 1.341 15.021 0.022 -0.014 0.059
Si 1.352 9.477 15.027 -0.012 0.068 0.056
Si 4.012 6.767 15.073 -0.007 -0.001 0.077
Si 1.381 14.934 14.924 -0.009 0.016 -0.028
Si 4.029 12.229 15.024 -0.007 -0.01 0.056
Si 6.729 4.083 15.039 0.048 -0.061 0.078
Si 9.461 1.343 14.904 0.03 0.014 0.008
Si 6.761 9.472 14.993 -0.047 0.046 0.073
Si 9.462 6.78 15.005 -0.009 -0.072 0.023
Si 6.729 14.969 14.933 -0.082 -0.074 0.002
Si 9.457 12.233 14.87 0.009 -0.006 -0.015
Si 12.228 4.079 14.901 -0.007 0.007 -0.002
Si 14.997 1.338 14.898 0.008 0.049 -0.025
Si 12.267 9.468 14.921 -0.053 -0.076 -0.028
Si 15.042 6.769 14.975 -0.021 0.044 0.016
Si 12.249 14.971 14.887 -0.038 0.015 -0.073
Si 15.01 12.19 14.91 -0.014 -0.057 0.014
Si -0.001 -0.063 16.168 0.011 -0.074 0.022
Si 2.726 2.718 16.45 0.024 -0.031 0.021
Si -0.041 5.432 16.446 0.003 -0.007 -0.016
Si 2.662 8.122 16.494 -0.021 -0.01 0.092
Si -0.043 10.848 16.348 0.025 -0.018 0.05
Si 2.666 13.595 16.417 -0.028 0.025 0.241
Si 5.42 -0.063 16.356 -0.02 -0.057 0.009
Si 8.074 2.636 16.341 0.007 0.177 0.034
Si 5.37 5.43 16.495 -0.079 -0.026 -0.02
Si 8.082 8.118 16.432 0.035 0.035 -0.008
Si 5.386 10.815 16.374 0.129 0.004 0.012
Si 8.05 13.534 16.248 0.056 0.083 0.09
Si 10.872 -0.022 16.185 -0.053 0.021 0.096
Si 13.636 2.748 16.226 -0.035 -0.153 0.079
Si 10.84 5.372 16.311 0.017 0.031 0.112
Si 13.703 8.162 16.308 -0.04 -0.105 0.064
Si 10.789 10.805 16.167 0.072 0.087 0.005
Si 13.604 13.547 16.198 0.046 -0.042 0.027
Si 1.271 1.268 17.628 -0.029 -0.042 -0.118
Si 4.115 4.021 17.963 -0.024 0.038 0.155
Si 1.257 6.797 17.929 0.117 0.083 0.071
Si 4.08 9.49 17.855 -0.074 -0.081 -0.082
Si 1.244 12.197 17.796 0.062 0.081 -0.126
Si 4.075 15.007 17.764 -0.028 -0.094 -0.094
Si 6.764 1.262 17.786 0.019 -0.002 0.035
Si 9.423 4 17.698 0.034 -0.147 -0.16
Si 6.664 6.849 17.905 -0.054 0.115 0.034
Si 9.492 9.544 17.685 -0.005 0.051 0.018
Si 6.767 12.141 17.743 0.032 -0.013 0.001
Si 9.437 14.993 17.44 -0.024 0 -0.321
Si 12.264 1.366 17.522 -0.115 0.273 -0.157
Si 14.965 4.003 17.731 -0.122 0.049 0.017
Si 12.3 6.76 17.561 0.112 -0.033 -0.194
Si 15.053 9.494 17.787 -0.034 -0.028 0.084
Si 12.2 12.104 17.461 -0.087 -0.123 -0.169
Si 15.052 14.924 17.441 0.121 -0.053 -0.215
Si -0.155 2.483 19.033 -0.095 -0.053 0.174
Si 2.636 0.015 19.054 0.067 -0.003 0.181
Si -0.082 8.191 19.436 -0.013 0.014 0.235
Si 2.615 5.389 19.311 0.03 -0.052 0.091
Si -0.2 13.656 19.033 0.011 0.057 0.38
Si 2.683 10.848 19.159 -0.053 0.161 0.247
Si 5.551 2.553 19.392 -0.082 -0.104 0.053
Si 8.239 -0.143 19.006 0.098 -0.049 0.236
Si 5.348 8.236 19.477 0.057 0.039 0.128
Si 8.087 5.418 19.09 0.35 -0.11 0.097
Si 5.441 13.559 19.089 -0.104 -0.007 0.337
Si 8.155 10.804 19.216 0.053 0.148 0.174
Si 10.858 2.599 18.997 0.133 0.013 0.313
Si 13.666 -0.123 18.638 0.015 0.103 0.186
Si 11.023 8.215 18.838 0.092 -0.076 0.303
Si 13.55 5.401 19.035 0.023 0.011 0.267
Si 10.775 13.527 18.58 -0.076 -0.031 0.284
Si 13.526 10.864 18.955 -0.013 -0.105 0.24
Si 1.3 3.688 20.399 -0.012 0.061 0.081
Si 3.615 1.537 20.617 0.014 -0.065 0.251
Si 1.665 9.427 20.769 -0.097 0.024 -0.293
Si 3.707 6.988 20.768 -0.036 -0.343 -0.035
Si 1.435 14.845 20.316 -0.013 -0.21 -0.037
Si 3.731 12.546 20.449 0.073 0.12 -0.279
Si 7.251 3.861 20.669 -0.163 0.357 0.157
Si 10.095 0.677 20.254 0.171 -0.038 0.217
Si 6.717 9.76 20.909 0.045 -0.172 -0.346
Si 9.781 6.711 20.045 0.032 0.13 -0.087
Si 7.12 14.675 20.32 0.011 -0.033 0.18
Si 9.4 12.57 20.206 -0.008 0 0.178
Si 11.802 4.371 20.295 -0.12 -0.018 -0.035
Si 14.729 1.074 20.322 -0.024 0.107 0.038
Si 12.527 9.241 20.414 -0.098 0.103 -0.246
Si 14.608 6.86 20.587 -0.22 0 -0.141
Si 12.227 14.873 19.705 -0.136 -0.108 0.509
Si 14.323 12.693 20.181 -0.189 0.132 0.144
Si -1.183 -3.674 22.962 0.013 -0.058 0.399
Si 4.555 0.935 23.5 0.067 0.173 0.356
Si -0.995 4.499 22.591 0.054 0.109 0.015
Si 3.791 5.66 23.64 -0.11 -0.14 0.209
Si -0.35 9.415 25.543 -0.026 0.014 0.379
Si 2.297 9.354 26.953 -0.091 0.049 0.172
Si 5.912 3.603 23.198 0.004 -0.083 0.431
Si 10.431 1.145 23.287 -0.026 -0.167 0.232
Si 8.767 3.613 23.386 -0.081 -0.03 0.237
Si 8.819 8.59 22.495 0.292 -0.345 0.139
Si 5.366 11.904 22.841 -0.086 0.165 0.381
Si 6.308 14.904 23.266 0.182 0.092 0.233
Si 13.325 -2.003 25.931 -0.041 -0.047 0.216
Si 12.944 2.618 22.296 -0.135 -0.137 0.283
Si 11.992 7.908 28.277 -0.045 0.049 -0.009
Si 10.425 7.937 24.981 0.244 -0.027 0.219
Si 17.558 11.014 23.505 -0.063 -0.003 0.436
Si -0.523 4.602 28.924 -0.018 0.088 -0.172
Si 6.947 3.975 33.614 0.189 0.085 0.117
Si 1.15 4.518 24.611 0.068 -0.117 0.224
Si 10.512 2.554 27.256 -0.021 0.075 0.058
Si -0.324 15.672 22.637 0.091 0.016 0.106
Si 1.031 14.486 27.728 -0.033 -0.125 0.084
Si 2.681 2.263 25.823 -0.018 0.16 0.118
Si 7.696 2.13 28.237 -0.023 0.087 -0.097
Si 7.227 4.98 27.485 0.045 -0.01 0.118
Si 9.872 5.037 25.651 0.053 -0.02 0.097
Si 4.687 6.321 26.495 0.111 -0.159 0.155
Si 8.378 14.66 27.706 0.093 -0.027 -0.11
Si 13.108 -7.557 25.595 -0.018 0.028 0.074
Si 11.976 1.795 29.816 -0.062 -0.021 -0.293
Si 15.066 2.028 27.465 -0.077 0.034 -0.066
Si 10.801 10.968 22.429 0.276 0.098 0.013
Si 12.412 16.87 27.384 0.078 -0.164 0.001
Si 11.009 12.793 24.899 -0.268 0.327 0.253
Si -0.574 -0.188 25.568 -0.14 -0.043 0.325
Si 0.152 0.509 31.995 0.002 -0.041 -0.395
Si 3.987 8.535 29.409 0.073 0.117 -0.131
Si 2.144 4.918 27.294 -0.054 -0.091 0.041
Si -0.714 8.778 33.666 -0.306 0.13 0.072
Si 2.925 0.403 28.308 0.036 0.121 -0.056
Si 9.405 3.876 31.941 -0.109 0.007 -0.429
Si 2.463 12.046 26.282 -0.039 0.163 0.361
Si 9.144 -1.302 24.712 0.019 -0.093 0.026
Si 4.705 10.619 25.613 -0.003 0.019 0.334
Si 5.053 6.322 31.175 0.271 0.01 -0.372
Si 13.343 -6.86 30.255 0.091 0.14 -0.212
Si 8.18 0.037 30.101 0.072 0.019 -0.066
Si 9.347 9.11 27.563 0.112 -0.05 0.043
Si 12.402 4.727 32.737 -0.066 0.015 -0.288
Si 10.139 12.114 27.907 0.101 0.013 -0.013
Si 15.556 10.663 31.571 -0.114 0.187 -0.493
Si 2.721 2.017 31.056 -0.057 -0.084 -0.319
Si 5.074 1.659 33.073 -0.218 -0.005 -0.158
Si 3.9 10.256 31.925 0.038 -0.034 -0.346
Si 7.768 5.669 30.272 0.053 -0.025 -0.204
Si -2.14 11.619 25.781 0.078 -0.001 0.455
Si 1.756 12.456 32.12 -0.154 -0.02 -0.26
Si 10.049 0.894 32.151 0.022 -0.041 -0.222
Si 6.028 -0.324 28.434 -0.003 0.115 -0.016
Si 6.207 8.97 27.526 0.058 0.087 0.129
Si 7.378 7.868 32.233 0.127 -0.157 -0.246
Si 6.806 10.65 32.557 -0.079 -0.089 -0.253
Si 11.575 12.006 30.711 0.125 -0.194 -0.178
Si 13.609 6.466 30.262 -0.043 0.156 -0.263
Si 16.544 -2.134 30.511 -0.023 -0.188 -0.25
Si 9.338 12.204 32.958 0.119 -0.139 -0.252
Si 19.042 4.668 32.405 -0.044 -0.089 -0.42
Si 14.944 18.664 30.297 -0.116 -0.114 -0.058
Si 14.013 13.054 32.139 0.039 -0.174 -0.422
O -4.145 -2.543 24.822 0.027 0.014 -0.217
O 0 -0.14 33.481 -0.032 -0.268 0.23
O 6.179 2.825 32.748 -0.117 -0.032 -0.144
O 4.21 1.884 34.461 -0.242 -0.077 -0.002
O 1.537 5.811 32.8 0.224 0.307 0.524
O 2.432 3.638 31.135 0.169 0.055 0.011
O 3.601 9.397 33.287 0.021 -0.159 0.493
O 4.326 6.998 29.868 0.123 -0.272 0.158
O -1.246 12.235 35.013 0.099 -0.007 0.361
O 0.083 9.996 34.434 0.246 0.177 0.188
O 1.857 13.046 33.658 0.335 0.073 0.165
O 1.558 13.729 31.13 0.064 -0.022 -0.046
O 6.962 -1.572 34.695 0.034 0.304 0.099
O 5.763 0.23 33.451 -0.17 0.127 0.174
O 9.228 2.296 32.274 -0.172 0.029 0.007
O 14.934 5.893 29.401 -0.053 0.161 -0.171
O 4.445 7.115 34.683 -0.043 -0.114 0.214
O 5.974 5.244 33.88 0.11 0.007 -0.158
O 7.707 7.748 33.813 0.018 0.001 0.065
O 8.251 6.959 31.177 0.04 0.157 0.229
O 3.119 11.665 31.848 0.112 -0.138 -0.066
O 4.227 12.14 34.603 0.012 -0.046 0.35
O 9.187 13.529 33.909 -0.119 0.169 0.101
O 6.338 10.435 34.117 -0.325 -0.266 0.395
O 9.275 1.609 35 0.179 0.026 0.419
O 10.713 0.247 33.493 0.311 -0.154 0.382
O 14.944 1.735 34.6 -0.141 -0.158 0.272
O 13.328 3.557 33.464 0.187 -0.29 0.413
O 9.777 6.824 34.91 -0.115 -0.245 0.171
O 11.921 5.65 33.991 -0.252 0.163 0.103
O 16.383 7.377 33.991 0.001 -0.052 -0.278
O 14.128 8.512 34.048 0.04 0.082 -0.275
O 12.029 9.619 34.824 0.096 -0.033 0.352
O 10.022 11.054 33.905 -0.121 0.155 0.03
O 12.723 13.079 31.148 0.045 0.129 0.12
O 11.189 12.311 29.147 0.018 -0.039 0.035
O 2.516 2.736 21.027 0.209 -0.136 -0.293
O 0.228 4.013 21.623 0.347 0.075 0.062
O 5.761 1.981 23.125 -0.051 -0.066 -0.388
O 3.743 0.757 22.093 0.038 -0.182 -0.37
O 2.526 8.073 21.169 0.183 0.056 -0.303
O 1.795 10.33 22.174 0.104 -0.06 -0.252
O 4.607 4.262 23.874 -0.117 -0.071 -0.129
O 4.181 6.418 22.262 0.161 -0.039 -0.203
O 0.388 12.36 23.037 0.262 0.29 -0.326
O 2.037 11.611 24.757 0.128 -0.003 -0.534
O 3.985 12.29 22.072 -0.026 0.02 -0.245
O 2.568 13.69 20.543 -0.156 0.013 0.024
O 8.555 3.593 21.742 -0.257 0.087 -0.597
O 7.281 3.829 24.045 0.05 0.192 0.007
O 9.746 1.033 21.816 -0.071 0.207 -0.324
O 11.246 -0.509 20.586 -0.247 0.411 -0.539
O 6.225 11.166 21.654 0.307 -0.32 -0.411
O 7.225 8.808 22.203 -0.283 0.029 -0.23
O 10.826 5.642 20.71 0.047 -0.136 -0.138
O 9.313 7.717 21.237 -0.076 0.084 0.054
O 6.415 15.307 21.686 -0.148 0.209 -0.247
O 5.147 15.866 23.925 0.004 -0.041 -0.085
O 8.324 13.656 20.887 -0.132 -0.078 -0.347
O 10.436 12.203 21.44 -0.137 0.164 -0.006
O 11.978 3.836 21.852 -0.054 0.204 0.127
O 13.403 1.901 20.897 0.001 -0.189 -0.126
O 15.294 0.344 21.7 -0.077 0.03 -0.137
O 17.453 -1.111 21.862 0.234 -0.019 -0.11
O 10.574 6.496 25.74 0.117 -0.037 -0.213
O 11.943 10.027 21.74 0.062 -0.122 0.076
O 14.831 5.9 21.949 0.201 0.224 0.032
O 13.522 8.055 21.048 0.179 -0.08 -0.144
O 13.179 13.854 20.634 0.447 -0.124 -0.349
O 16.592 9.815 24.062 -0.123 0.102 -0.178
O 14.627 11.996 21.646 -0.11 -0.273 -0.223
O -0.477 1.301 26.274 -0.104 0.136 0.042
O -1.963 -4.317 24.231 -0.069 -0.085 -0.231
O 1.501 2.914 24.862 -0.118 0.088 -0.095
O 0.075 -2.534 28.913 0.083 -0.095 -0.046
O -0.346 4.758 24.061 -0.022 0.009 0.066
O -2.105 3.322 22.897 -0.022 -0.054 0.068
O 4.173 6.536 24.961 0.062 0.336 0.029
O 2.218 5.234 23.595 -0.077 0.287 -0.219
O -4.478 8.477 24.486 -0.221 -0.118 -0.042
O 0.891 8.707 26.369 0.115 -0.248 -0.058
O -2.039 15.51 25.327 -0.115 -0.071 -0.432
O 0.087 16.328 24.085 -0.078 -0.123 -0.246
O 3.762 1.615 24.77 0.137 0.055 -0.188
O 1.978 -0.883 28.535 -0.114 -0.158 0.292
O 9.474 2.267 23.987 -0.021 0.143 0.073
O 8.999 -1.145 26.327 0.253 0.106 0.017
O 9.678 4.8 24.041 -0.01 0.014 -0.253
O 6.06 4.337 21.738 0.15 0.098 -0.304
O 9.305 7.769 23.812 -0.231 0.131 -0.076
O 8.437 5.052 26.419 0.06 0.104 -0.066
O 5.111 10.838 24.053 -0.141 -0.103 -0.162
O 5.827 5.173 26.681 -0.169 -0.124 0.09
O 7.697 15.285 24.019 -0.093 -0.118 -0.286
O 6.021 13.295 23.43 -0.136 -0.388 -0.037
O 13.998 -3.372 26.595 0.181 0.01 0.093
O 13.559 1.585 27.031 -0.083 -0.038 -0.216
O 6.618 1.031 27.707 0.053 0.011 -0.185
O 12.035 1.599 23.24 0.339 0.15 -0.049
O 12.388 6.582 29.151 -0.098 -0.303 -0.056
O 12.705 9.288 28.792 0.053 -0.137 0.108
O 12.655 7.842 26.799 -0.112 -0.055 -0.158
O 9.451 10.081 22.594 -0.36 0.136 0.233
O 15.139 14.351 22.857 -0.035 0.057 0.01
O 13.077 10.474 25.894 -0.113 0.196 -0.191
O 0.152 -0.543 30.766 0.125 0.142 0.147
O -1.116 3.666 27.649 -0.08 0.038 0.028
O 1.204 5.316 26.028 0.114 0.198 -0.011
O 7.223 3.393 35.09 -0.195 0.055 -0.047
O 2.942 3.508 26.903 0.161 0.081 0.068
O 3.378 5.979 27.434 -0.126 0.21 -0.018
O 2.81 8.546 28.265 -0.174 -0.317 -0.147
O 5.479 7.654 26.937 0.058 -0.224 -0.075
O 0.151 15.197 26.586 0.049 -0.131 -0.021
O -0.79 10.83 26.299 -0.153 -0.04 -0.226
O 3.527 9.454 25.838 0.086 -0.219 -0.212
O 1.936 13.44 26.876 0.178 0.106 -0.29
O 2.454 1.017 26.867 0.031 -0.118 -0.147
O 4.43 -0.228 28.318 0.015 -0.336 0.149
O 8.266 1.632 29.687 0.166 0.042 0.285
O 10.241 -0.241 24.131 0.291 0.085 0.005
O 6.991 3.579 28.292 -0.199 0.05 0.131
O 8.918 2.28 27.194 0.126 0.141 -0.215
O 9.784 9.051 25.997 -0.047 -0.027 -0.333
O 7.786 8.725 27.791 -0.033 -0.245 -0.014
O 7.637 6.037 28.68 -0.072 0.186 -0.014
O 10.818 3.902 26.378 0.132 0.092 -0.172
O 8.952 15.576 28.938 -0.011 0.107 0.057
O 10.875 12.304 26.459 0.257 -0.08 -0.182
O 9.666 13.579 24.41 0.116 -0.068 -0.066
O 10.363 -8.324 28.344 -0.166 -0.065 -0.033
O 6.578 -0.359 30.008 -0.078 0.139 0.102
O 12.306 0.42 29.007 -0.059 -0.135 -0.032
O 15.829 3.634 30.245 0.068 -0.189 0.197
O 11.086 2.749 28.8 -0.117 0.071 0.304
O 13.7 8.025 30.835 -0.027 0.038 0.359
O 11.266 11.555 23.881 -0.082 -0.236 -0.287
O 15.825 9.156 32.101 0.1 -0.078 0.05
O 12.53 15.288 27.041 0.126 -0.091 -0.153
O 10.266 12.318 31.63 -0.398 -0.032 0.133
O 15.235 13.72 31.296 0.056 -0.073 -0.011
O 14.48 11.515 32.467 -0.01 -0.18 0.332
O 1.061 4.952 28.555 0.063 -0.151 0.247
O -1.036 1.391 28.952 -0.048 -0.022 0.219
O -1.7 -7.907 25.309 -0.053 0.079 -0.076
O 1.565 1.302 31.941 -0.074 0.181 0.014
O 3.4 9.343 30.676 -0.178 0.121 0.334
O 3.978 5.515 32.057 -0.081 -0.216 0.322
O 4.141 1.599 31.737 0.286 -0.011 0.247
O 8.856 4.455 30.49 0.115 -0.236 0.164
O 1.959 10.907 27.351 0.165 -0.003 -0.033
O 0.566 11.439 31.619 0.115 -0.008 -0.012
O 8.35 4.555 32.997 -0.052 0.163 0.11
O 2.738 1.511 29.498 -0.146 0.122 0.088
O 9.535 -5.779 28.084 -0.307 0.026 0.117
O 10.996 4.206 32.062 0.086 -0.224 0.206
O 4.106 12.026 26.232 0.046 0.046 -0.251
O 6.24 5.27 30.745 -0.189 -0.212 0.273
O 13.343 2.603 30.212 0.194 0.36 0.074
O 11.132 1.164 26.655 0.107 -0.137 -0.096
O 7.806 11.918 32.449 -0.069 0.021 0.052
O 5.437 10.751 31.696 -0.097 -0.056 -0.109
O 5.362 9.289 28.894 -0.111 -0.161 0.133
O 6.046 10.179 26.437 0.18 -0.02 -0.011
O 6.729 -1.621 27.698 -0.15 -0.229 -0.24
O 8.972 -0.174 31.502 -0.113 0.091 0.268
O 15.292 1.499 31.679 -0.111 -0.126 0.053
O 11.277 1.276 31.162 0.073 0.002 0.259
O 7.666 9.428 31.893 -0.001 0.15 0.278
O 5.784 7.546 31.985 -0.047 0.027 0.38
O 13.242 5.503 31.545 -0.043 -0.25 0.224
O 19.028 3.751 33.749 -0.143 0.084 0.141
O 8.869 13.136 27.964 -0.249 -0.162 0.075
O 14.759 10.399 30.139 0.056 0.194 0.108
O 12.184 10.483 30.979 -0.034 0.084 0.109
O 13.647 13.788 33.551 -0.224 -0.02 0.461
Si -0.026 0.01 5.319 0.01 0.002 -0.096
Si 2.706 2.645 5.402 -0.087 -0.078 -0.013
Si -0.026 5.412 5.437 0.017 0.025 -0.007
Si 2.678 8.164 5.404 0.018 0.008 -0.01
Si -0.04 10.919 5.318 -0.068 -0.047 -0.091
Si 2.695 13.668 5.324 0.035 0.003 -0.075
Si 5.39 -0.022 5.364 0.111 0.007 -0.069
Si 8.192 2.692 5.418 -0.01 0.035 0.051
Si 5.397 5.439 5.369 -0.044 0.004 -0.057
Si 8.131 8.21 5.457 0.037 -0.035 -0.015
Si 5.415 10.943 5.415 0.034 -0.006 -0.015
Si 8.163 13.626 5.398 -0.146 -0.041 0.005
Si 10.939 -0.016 5.406 0.021 -0.042 0.008
Si 13.701 2.699 5.398 0.01 0.091 -0.047
Si 10.941 5.448 5.45 -0.003 0.007 -0.026
Si 13.625 8.215 5.451 -0.024 0.07 0.01
Si 10.843 10.987 5.468 0.05 -0.066 0.01
Si 13.651 13.723 5.384 0.095 0.067 -0.008
Si 1.315 1.321 6.759 0.013 0.048 0.018
Si 4.056 4.054 6.749 0.055 -0.016 -0.037
Si 1.337 6.789 6.781 0.011 -0.014 0.007
Si 4.047 9.549 6.753 -0.036 0.019 0.006
Si 1.329 12.285 6.699 0.014 -0.016 -0.021
Si 4.045 15.007 6.74 -0.001 -0.015 0.005
Si 6.784 1.322 6.744 0.013 0.018 0.009
Si 9.548 4.07 6.783 -0.022 -0.002 0.013
Si 6.76 6.799 6.767 0.002 0.045 -0.029
Si 9.5 9.576 6.814 -0.06 0.066 0.009
Si 6.796 12.277 6.784 0.085 -0.043 0.019
Si 9.538 15.01 6.753 -0.013 0.044 -0.027
Si 12.307 1.347 6.769 -0.016 -0.014 -0.005
Si 15.022 4.056 6.803 0.005 -0.052 0.02
Si 12.282 6.823 6.815 -0.02 -0.022 -0.015
Si 15.016 9.587 6.763 -0.031 -0.003 -0.021
Si 12.277 12.339 6.766 -0.029 -0.04 -0.019
Si 15.032 15.06 6.741 -0.073 -0.041 0.022
Si -0.021 2.686 8.156 -0.013 0.034 0.011
Si 2.68 -0.045 8.122 -0.015 -0.027 0.01
Si -0.036 8.18 8.118 0.014 0.005 0.01
Si 2.7 5.416 8.134 -0.032 0.018 0.017
Si -0.03 13.646 8.096 -0.039 -0.001 -0.025
Si 2.674 10.917 8.103 0.029 0.007 -0.005
Si 5.424 2.693 8.116 0.038 0.024 0.011
Si 8.151 -0.039 8.118 -0.011 -0.022 -0.009
Si 5.399 8.169 8.129 0.025 -0.028 0.001
Si 8.146 5.432 8.125 0.035 -0.003 0.005
Si 5.41 13.645 8.122 0.025 0.014 -0.009
Si 8.128 10.912 8.175 -0.011 -0.037 0.027
Si 10.913 2.696 8.139 -0.007 0.002 -0.007
Si 13.657 -0.02 8.145 0.031 0.045 -0.008
Si 10.881 8.186 8.149 0.012 0.003 0.004
Si 13.642 5.428 8.154 0.001 0.007 0.006
Si 10.891 13.658 8.149 0.019 0.001 -0.009
Si 13.629 10.936 8.123 0.017 0.006 0.012
Si 1.34 4.059 9.511 -0.01 -0.027 0.006
Si 4.051 1.33 9.484 -0.008 0.005 -0.012
Si 1.335 9.533 9.485 -0.042 -0.002 0.007
Si 4.051 6.792 9.501 0.019 0.006 0.008
Si 1.327 14.99 9.495 0.031 -0.015 -0.01
Si 4.045 12.264 9.483 -0.006 -0.009 -0.003
Si 6.776 4.064 9.492 -0.006 -0.02 0.013
Si 9.514 1.334 9.487 0.019 -0.001 -0.009
Si 6.762 9.52 9.512 0.029 0.023 0.024
Si 9.506 6.801 9.497 -0.018 0.012 0.002
Si 6.779 15.003 9.491 0.027 0.005 0
Si 9.516 12.275 9.511 -0.011 -0.023 -0.003
Si 12.265 4.065 9.515 -0.026 0.003 -0.005
Si 15.012 1.334 9.527 -0.032 -0.006 -0.003
Si 12.267 9.55 9.494 -0.008 0.005 -0.011
Si 15.01 6.807 9.498 -0.023 -0.024 -0.004
Si 12.272 15.015 9.503 -0.023 -0.005 -0.006
Si 15.011 12.28 9.486 -0.035 -0.002 -0.007

Results
total energy: -115453.618 eV
total energy less fixed offsets of O -438.04, Si -107.15 eV per atom: 1.122 eV
